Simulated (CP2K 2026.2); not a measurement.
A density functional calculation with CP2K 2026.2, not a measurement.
Periodic cell of 510 atoms, Si360O150, from a study of silicon, its oxide and their interface. The atomic structure is a simulated model.
Doubt: the forces sum to 2.41 eV/angstrom along one axis rather than to zero, so they err by at least 0.0047 eV/angstrom per atom on average; the grid cutoff is modest.

Settings
functional: PBE
method: Gaussian and plane waves
basis set: DZVP-MOLOPT-SR-GTH
pseudopotentials: GTH-PBE
grid cutoff: 300 Ry, relative cutoff 40 Ry
k points: Gamma only
occupations: fixed
spin: none
net charge: 0

Cell vectors (angstrom)
a	16.32	0	0
b	0	16.32	0
c	0.1827	2.1006	34.2519

Atoms and the computed forces on them: element, x, y, z (angstrom), force x, y, z (eV/angstrom)
Si	-1.902	-0.835	0.495	-0.025	0.158	0.005
Si	0.912	1.686	0.235	-0.026	0.059	-0.037
Si	-0.877	3.405	0.122	0.04	-0.054	0.002
Si	1.991	6.17	-0.018	0.034	-0.017	0.004
Si	-2.243	3.912	-1.733	0.385	-0.126	0.538
Si	1.895	6.442	-2.352	0.051	-0.059	0.725
Si	2.559	-3.345	-1.23	-0.014	0.041	0.113
Si	-6.49	-1.674	-7.067	0.022	-0.08	-0.06
Si	3.704	4.467	0.073	-0.016	0.011	-0.011
Si	6.303	7.316	0.075	-0.047	-0.003	-0.009
Si	4.565	9.028	0.033	0.119	-0.2	0.53
Si	-9.081	-4.512	0.064	0.208	-0.259	0.546
Si	-6.583	-1.579	0.07	-0.163	0.171	0.705
Si	-3.629	0.831	0.436	0.393	-0.109	0.591
Si	3.214	-6.423	-5.615	-0.013	-0.036	0.041
Si	-4.872	5.487	-0.658	-0.197	-0.227	0.542
Si	-7.328	-6.273	-0.141	-0.002	-0.04	-0.012
Si	-4.378	-3.792	0.162	0.087	-0.122	0.737
Si	-0.047	0.051	1.591	-0.012	-0.021	-0.045
Si	2.662	2.783	1.41	-0.019	-0.037	-0.051
Si	0.115	5.303	1.215	-0.017	-0.052	-0.098
Si	2.799	8.032	1.251	-0.014	0.001	-0.075
Si	-0.529	-5.86	1.207	0.009	-0.015	-0.062
Si	3.209	-2.157	1.579	0.246	0.081	0.543
Si	4.937	-0.439	1.557	-0.009	-0.03	-0.051
Si	-7.649	3.094	1.578	0.218	0.403	0.409
Si	5.381	5.534	1.358	0.049	0.026	0
Si	-8.21	8.271	1.224	0.054	0.006	-0.038
Si	5.502	-5.521	1.3	0.017	0.037	-0.043
Si	-8.143	-2.779	1.37	-0.032	0.006	-0.053
Si	-5.46	-0.074	1.535	-0.055	-0.021	-0.062
Si	-2.591	2.606	1.55	-0.006	-0.031	-0.076
Si	-5.876	4.857	1.386	-0.032	-0.019	-0.003
Si	-2.223	8.675	1.365	0.029	0.033	-0.054
Si	-5.584	-5.423	1.314	0.017	0.002	-0.039
Si	-2.839	-2.684	1.561	-0.043	-0.041	-0.056
Si	-1.337	1.345	3.035	0.004	-0.06	-0.035
Si	1.362	4.107	2.829	-0.008	0.017	-0.05
Si	-1.261	6.809	2.524	-0.033	0.016	-0.007
Si	1.313	9.473	2.456	-0.038	0.039	0.016
Si	-1.395	-4.149	2.668	0.047	-0.031	0.006
Si	1.396	-1.317	2.819	0.015	-0.007	0.044
Si	4.012	1.368	2.734	0.002	0.023	0.024
Si	6.83	4.16	2.64	0.024	-0.053	0
Si	4.082	6.822	2.817	-0.004	-0.015	-0.067
Si	6.821	-6.803	2.77	0.015	-0.032	-0.035
Si	4.149	-4.07	2.625	-0.002	0.026	-0.006
Si	-9.548	-1.409	2.689	-0.007	0.03	-0.006
Si	-6.708	1.388	2.875	-0.025	-0.011	0.029
Si	-4.082	4.016	2.712	-0.022	0.037	0.008
Si	-6.828	6.766	2.519	0.036	-0.053	-0.042
Si	-4.072	-6.759	2.6	-0.006	-0.024	-0.004
Si	-6.815	-4.083	2.815	-0.009	-0.009	-0.02
Si	-4.182	-1.418	2.972	0.006	0.035	-0.022
Si	-2.751	-0.05	4.248	-0.004	-0.024	0.015
Si	0.032	2.771	4.239	0.002	-0.002	-0.009
Si	-2.7	5.49	3.938	-0.008	-0.004	-0.001
Si	0.061	8.13	3.976	0.004	0.017	0.001
Si	-2.789	-5.42	4.074	0.034	-0.017	-0.019
Si	0.011	-2.789	4.031	-0.021	0.002	0.003
Si	2.675	0.085	4.194	0.03	-0.02	0
Si	5.469	2.74	3.997	0.012	0.006	-0.011
Si	2.726	5.465	4.15	-0.012	0.017	0.01
Si	5.453	-8.142	4.123	0.03	0.007	0.008
Si	2.685	-5.454	3.885	-0.008	-0.003	-0.019
Si	5.482	-2.782	4.104	-0.017	0.035	-0.002
Si	-8.197	-0.001	4.06	-0.002	0.009	-0.006
Si	-5.324	2.689	4.215	-0.004	0.043	0.008
Si	-8.173	5.517	4.039	0.029	0.004	0.011
Si	-5.423	8.115	3.911	0.02	-0.008	-0.011
Si	-8.171	-5.452	4.136	-0.016	0.062	-0.009
Si	-5.513	-2.776	4.256	-0.016	-0.024	0.022
Si	-1.331	-1.438	5.467	-0.014	-0.017	0.019
Si	1.358	1.4	5.582	-0.013	-0.007	0.03
Si	-1.394	4.161	5.44	0.004	0.023	0.008
Si	1.36	6.837	5.455	0.02	-0.008	0.039
Si	-1.359	9.492	5.34	-0.027	-0.023	-0.073
Si	1.383	-4.132	5.368	0.002	0.002	0.006
Si	4.088	-1.368	5.419	0.004	0.02	-0.019
Si	6.782	1.375	5.411	-0.015	-0.012	0.003
Si	4.112	4.071	5.426	0.013	-0.018	0.006
Si	-9.509	6.816	5.465	-0.016	-0.019	0.03
Si	4.04	-6.758	5.372	-0.007	0	0.007
Si	-9.517	12.217	5.506	0.011	-0.021	0.035
Si	-6.875	-1.351	5.496	-0.005	0.004	0.021
Si	-4.048	1.339	5.602	0.01	-0.029	0.023
Si	-6.794	4.112	5.399	0.006	0.015	-0.031
Si	-4.073	6.806	5.341	0.018	0.004	0.007
Si	-6.761	-6.855	5.377	0.01	-0.004	0.011
Si	-4.088	-4.115	5.526	-0.001	0.033	0.034
Si	-0.01	-0.03	6.839	-0.015	0.001	0.004
Si	2.763	2.754	6.852	0.004	0.005	0.018
Si	-0.011	5.483	6.807	-0.029	-0.006	0.01
Si	2.729	-8.125	6.785	0.012	0.013	0.006
Si	0.001	-5.473	6.732	0.016	0.02	0.007
Si	2.719	-2.745	6.758	-0.002	-0.007	-0.004
Si	5.438	0	6.785	0.009	0.005	0.005
Si	-8.158	2.737	6.762	0.003	0	-0.004
Si	-10.869	5.438	6.8	-0.01	-0.008	0.008
Si	-8.133	8.164	6.796	0.015	0.001	0.006
Si	-10.918	10.867	6.802	-0.016	0.005	0.005
Si	8.137	-2.731	6.861	-0.016	0.035	0.007
Si	-5.475	-0.02	6.862	-0.007	-0.009	0.003
Si	-2.687	2.762	6.853	0.008	-0.004	0.013
Si	-5.427	5.46	6.755	0.027	-0.01	-0.006
Si	-2.717	8.154	6.732	-0.023	-0.014	0.008
Si	-5.451	-5.503	6.815	-0.003	-0.013	0.005
Si	-2.708	-2.748	6.845	0.024	-0.001	0.017
Si	-1.35	1.37	13.556	-0.007	0.006	-0.013
Si	1.355	4.099	13.56	-0.002	-0.004	-0.021
Si	-1.38	6.826	13.634	0	0.01	-0.007
Si	1.33	-6.797	13.628	-0.004	0.007	0.011
Si	-1.334	-4.099	13.624	0.003	0.003	0.005
Si	1.38	-1.358	13.619	0.01	0.003	0.002
Si	4.09	1.371	13.616	0.002	-0.01	0.003
Si	-9.532	4.038	13.615	0.024	-0.018	0
Si	4.057	-9.526	13.567	-0.001	-0.002	-0.016
Si	-9.522	9.512	13.584	-0.009	0.016	-0.018
Si	4.078	-4.07	13.628	0.004	0.004	0.006
Si	6.796	-1.341	13.591	-0.009	0.011	-0.003
Si	-6.816	1.369	13.611	-0.004	-0.002	-0.004
Si	-4.091	4.102	13.622	0	-0.021	0.013
Si	-6.792	6.777	13.621	-0.022	0.012	0.008
Si	-4.031	9.49	13.619	0.009	-0.011	-0.01
Si	-6.778	-4.089	13.546	0.015	-0.004	-0.025
Si	-4.088	-1.377	13.554	0.004	0.012	-0.017
Si	-2.72	-0.005	14.872	0.001	-0.013	-0.012
Si	0.005	2.74	14.909	0.003	-0.028	-0.002
Si	-2.758	5.486	15	-0.016	0.023	0.014
Si	-0.036	8.182	15.024	-0.007	-0.014	-0.006
Si	-2.664	-5.482	15	0.003	-0.001	0.001
Si	0.039	-2.736	14.977	0.007	0.009	0.009
Si	2.717	0.038	14.98	-0.024	0.013	0.013
Si	5.43	2.704	15.024	0.011	0.008	0.029
Si	2.686	5.457	14.936	-0.024	0.003	-0.026
Si	5.415	-8.176	14.914	0	-0.009	-0.008
Si	2.693	-5.431	14.973	-0.008	0.008	0.012
Si	5.458	-2.692	14.966	0.035	-0.006	0.006
Si	-8.182	0.014	14.973	0.013	0.008	0.006
Si	-5.46	2.735	14.971	0.002	0.017	0.001
Si	-8.162	5.388	14.956	-0.031	0.005	-0.005
Si	-5.377	8.105	14.967	0.017	-0.018	0.021
Si	-8.134	-5.436	14.898	-0.017	0.018	-0.03
Si	-5.43	-2.746	14.92	0.003	-0.031	-0.015
Si	-1.336	-1.313	16.234	0.01	0.01	-0.02
Si	1.342	1.424	16.326	0.017	0.001	-0.02
Si	-1.357	4.099	16.245	0.024	0.021	0.018
Si	1.346	6.81	16.328	-0.009	0.017	-0.009
Si	-1.373	-6.826	16.492	-0.011	-0.003	0.006
Si	1.352	-4.107	16.404	-0.008	-0.009	0.021
Si	4.099	-1.313	16.323	0.02	0.015	-0.009
Si	-9.484	1.374	16.416	-0.022	-0.033	0.022
Si	3.983	4.073	16.307	0.002	-0.02	-0.014
Si	-9.604	6.711	16.238	0.022	-0.028	0.002
Si	4.066	-6.813	16.275	-0.014	0.023	0.007
Si	-9.458	-4.066	16.275	0.01	0.036	-0.013
Si	-6.833	-1.417	16.257	-0.028	-0.028	-0.006
Si	-4.094	1.311	16.232	-0.018	-0.01	0.01
Si	-6.769	4.121	16.39	-0.006	-0.012	-0.018
Si	-4.093	6.789	16.49	-0.004	0.006	0.012
Si	-6.747	9.515	16.2	0.004	0.001	0.022
Si	-4.025	-4.074	16.27	0.009	-0.005	-0.007
Si	-0.051	0.072	17.627	-0.041	0	-0.026
Si	2.621	2.801	17.756	-0.009	-0.015	-0.03
Si	-0.041	5.447	17.654	0.027	0.012	-0.029
Si	2.703	8.188	17.674	-0.006	-0.031	-0.029
Si	0.021	-5.47	17.869	0.037	0.044	0.013
Si	2.754	-2.685	17.666	0.004	0.006	0.004
Si	5.441	0.009	17.758	0.023	0.012	-0.036
Si	-8.098	2.779	17.77	-0.004	0.006	-0.026
Si	5.301	5.421	17.659	-0.009	0.017	-0.034
Si	-8.119	8.06	17.4	0.008	0.009	0.015
Si	5.48	-5.442	17.542	0.006	-0.019	0.011
Si	-8.132	-2.741	17.717	-0.005	-0.019	-0.032
Si	-5.443	-0.096	17.553	0.029	0.011	-0.004
Si	-2.744	2.721	17.51	0.014	-0.02	0.003
Si	-5.46	5.419	17.905	-0.042	-0.016	-0.005
Si	-2.764	-8.172	17.926	0.015	0.006	0.031
Si	-5.383	-5.461	17.575	-0.006	-0.025	0.015
Si	-2.617	-2.704	17.579	-0.019	-0.006	-0.014
Si	-1.439	1.458	18.956	0.03	0.012	0.013
Si	1.228	4.172	19.164	0.027	0.026	0.034
Si	-1.346	6.685	19.177	-0.007	0.034	0.045
Si	1.433	-6.873	19.213	-0.025	-0.022	0.021
Si	-1.367	-3.997	19.104	-0.01	-0.005	-0.011
Si	1.325	-1.29	18.919	0.027	0.065	0.047
Si	4.079	1.479	19.039	-0.042	-0.017	0.04
Si	-9.581	4.173	19.029	0.06	0.003	0.077
Si	3.978	6.818	19.077	-0.013	-0.068	-0.014
Si	-9.446	9.403	18.696	-0.037	-0.021	-0.029
Si	4.173	-4.087	18.929	0.057	0.066	0.049
Si	6.779	-1.423	19.111	-0.036	0	-0.006
Si	-6.662	1.303	18.972	-0.036	0.018	0.039
Si	-3.994	3.902	19.086	-0.009	0.009	0.024
Si	-6.943	6.918	19.086	0.045	0.019	0.095
Si	-4.189	-6.71	19.192	-0.017	0.003	0.053
Si	-6.682	-4.134	18.987	-0.005	0.043	0.06
Si	-4.023	-1.402	18.899	-0.075	-0.04	-0.041
Si	-3.002	0.238	20.228	0	0.014	0.015
Si	-0.548	3.154	20.406	-0.031	-0.078	0.073
Si	-0.274	3.796	-5.557	-0.064	0.098	-0.026
Si	0.388	7.664	20.479	0.268	-0.119	-0.55
Si	-0.988	6.64	-5.744	0.042	-0.045	0.113
Si	0.016	-2.559	20.379	-0.075	-0.081	-0.103
Si	2.581	0.178	20.25	0.027	-0.038	-0.699
Si	5.348	2.909	20.446	0.224	-0.396	-0.236
Si	3.843	4.683	22.639	-0.099	0.131	-0.007
Si	5.741	7.949	20.151	0.026	0.107	0.053
Si	3.034	-5.511	20.36	-0.038	-0.042	-0.098
Si	5.735	-3.131	20.427	0.283	-0.163	-0.506
Si	-8.014	-0.077	20.26	-0.17	0.03	-0.703
Si	-4.819	2.004	20.296	0.105	-0.077	-0.049
Si	-8.886	6.117	20.22	-0.048	0.241	-0.61
Si	-6.078	-7.604	20.405	0.034	-0.062	-0.003
Si	-7.808	-5.914	20.03	0.031	-0.079	0.041
Si	-4.841	-3.191	20.202	0.099	-0.238	-0.453
Si	-1.31	-0.878	21.59	-0.174	-0.025	-0.707
Si	0.468	1.703	22.004	-0.299	0.535	-0.363
Si	-2.323	4.891	20.456	0.012	-0.008	0.028
Si	2.188	5.957	20.451	-0.176	0.15	-0.577
Si	-2.037	5.941	24.916	0.017	0.102	0.034
Si	1.562	-4.047	21.553	-0.024	0.059	-0.631
Si	3.624	-1.983	22.363	-0.006	-0.077	-0.036
Si	-5.198	0.316	24.216	-0.029	-0.009	-0.036
Si	6.384	1.598	22.054	-0.167	0.224	-0.492
Si	-8.148	3.261	23.75	0.053	0.109	-0.064
Si	4.986	-6.508	21.55	0.076	-0.09	0.058
Si	6.881	-4.994	21.416	-0.074	0.026	-0.028
Si	-6.385	-1.816	22.228	0.163	-0.094	0.005
Si	-1.456	-2.829	24.023	-0.051	-0.106	0.005
Si	-5.454	2.762	22.392	0.151	-0.303	-0.503
Si	0.222	4.12	26.224	-0.149	-0.022	0.132
Si	-5.627	7.785	22.561	-0.166	0.317	-0.784
Si	-3.157	-4.906	20.378	-0.015	0.006	0.074
Si	-9.539	-2.032	-4.455	0.124	0.075	0.09
Si	-5.654	5.5	-5.78	-0.03	0.058	0.148
Si	-1.14	6.558	-2.824	-0.01	-0.039	0.084
Si	5.429	-2.987	-1.962	0.016	-0.02	0.163
Si	-3.641	5.338	22.411	0.431	0.063	-0.661
Si	-8.289	-3.906	-6.431	0.044	-0.031	-0.003
Si	-2.895	4.677	-6.533	0.077	0.009	-0.02
Si	-1.482	-1.909	-1.446	-0.089	0.264	0.484
Si	-3.732	-1.526	-6.219	0.017	0.02	-0.056
Si	-5.543	-5.895	24.082	-0.024	-0.058	-0.053
Si	0.11	-6.829	-6	0.047	0.019	0.021
Si	-0.059	-4.784	-0.941	-0.18	-0.322	0.552
Si	5.429	6.802	24.487	-0.016	-0.084	-0.08
Si	2.41	-3.945	-6.865	-0.026	0.056	0.007
Si	4.971	-4.99	26.092	-0.034	0.011	0.014
Si	-3.972	1.641	-2.579	0.057	-0.028	0.085
Si	-6.689	6.486	-2.889	0.013	0.07	0.078
Si	-6.371	7.994	-7.217	-0.15	0.069	0.029
Si	-1.373	-0.798	-7.438	0.13	0.138	-0.024
Si	-6.859	1.948	-3.434	0.103	-0.104	0.124
Si	0.056	-2.724	-5.325	-0.056	-0.017	0.08
Si	-10.344	4.637	-6.715	0.009	0.098	-0.132
Si	5.152	-0.009	-0.72	-0.142	-0.038	0.649
Si	8.218	-4.278	23.181	-0.189	-0.222	-0.427
Si	4.099	-6.793	23.701	0.406	0.178	-0.465
Si	2.167	2.772	24.422	-0.009	-0.033	-0.094
Si	-1.028	-7.798	23.295	0.014	-0.073	-0.159
Si	1.199	-5.969	23.807	0.005	0.034	-0.008
Si	4.207	-7.74	-2.942	-0.025	-0.021	0.166
Si	-3.009	8.01	-0.716	0.228	0.098	0.584
Si	-2.841	-5.322	22.708	-0.012	0.11	-0.681
Si	5.246	-0.475	24.088	-0.01	0.04	0.027
Si	-8.274	6.154	23.233	0.038	0.008	-0.101
Si	0.983	-3.58	25.585	-0.106	0.025	0.03
Si	4.392	3.053	-4.68	0.049	0.078	0.075
Si	-8.949	2.17	-1.081	-0.062	0.003	0
Si	2.253	1.146	-1.613	-0.398	-0.059	0.642
Si	-3.823	-5.628	-2.265	-0.046	-0.013	0.063
Si	1.804	3.511	-3.569	-0.097	0.01	0.018
Si	5.109	4.085	-1.817	-0.539	0.068	0.457
Si	3.854	0.877	26.333	0.014	0.094	-0.062
Si	-9.814	6.811	-2.209	0.059	0.108	0.675
Si	-7.86	-6.739	-5.169	0.091	-0.163	-0.058
Si	1.061	-1.279	-3.022	0.009	0.02	0.166
Si	-9.601	-2.791	25.279	-0.126	-0.036	-0.007
Si	-3.871	-1.346	-3.33	-0.004	0.131	0.208
Si	-9.278	7.591	-6.855	0.079	0.025	0.097
Si	-6.566	-6.83	-2.398	-0.168	0.163	0.62
Si	-1.227	-5.113	-3.754	0.165	0.083	0.071
Si	-10.829	0.375	-5.989	0.044	-0.122	-0.033
Si	-7.575	3.213	-6.243	0.051	0.029	-0.01
Si	-6.919	-1.092	-2.948	-0.002	0.026	0.213
Si	-8.229	0.642	-7.561	-0.045	0.07	0.042
Si	-2.704	-0.742	25.556	0.096	0.101	0.083
Si	-1.347	1.363	8.194	-0.002	0.006	0.005
Si	1.361	4.113	8.167	0.007	-0.005	-0.006
Si	-1.38	6.824	8.15	-0.002	0.008	0.01
Si	1.357	-6.789	8.142	-0.014	-0.005	0.001
Si	-1.329	-4.118	8.149	-0.017	-0.016	0.008
Si	1.373	-1.39	8.156	0.008	-0.001	0.005
Si	4.098	1.354	8.173	0.002	-0.009	0.014
Si	-9.51	4.078	8.151	-0.003	-0.008	0.002
Si	4.083	6.814	8.146	-0.003	-0.001	-0.009
Si	-9.524	9.513	8.153	-0.005	-0.001	-0.011
Si	4.066	-4.079	8.158	0.016	0.013	0.014
Si	6.778	-1.352	8.178	0.001	-0.013	0.011
Si	-6.825	1.379	8.168	-0.003	0.005	0.004
Si	-4.093	4.106	8.161	-0.016	0.009	0.011
Si	-6.781	6.798	8.148	0.012	0.001	0.005
Si	-4.064	-6.837	8.148	0.012	0	0.009
Si	-6.798	-4.111	8.175	-0.006	0.008	-0.018
Si	-4.081	-1.378	8.191	0.004	0.006	-0.006
Si	-2.727	0.005	9.542	-0.02	0.014	0.007
Si	0.021	2.73	9.536	0.01	-0.016	0.011
Si	-2.729	5.459	9.515	0	-0.003	0
Si	-0.005	-8.146	9.5	-0.006	0.009	0.005
Si	-2.705	-5.465	9.5	0.007	-0.01	0.004
Si	0.014	-2.745	9.518	0	-0.005	-0.004
Si	2.726	-0.011	9.513	0.01	-0.005	0.001
Si	-10.865	2.721	9.518	0.012	-0.014	0
Si	2.718	5.469	9.525	-0.014	0.016	0.007
Si	-10.875	8.153	9.529	0.014	-0.013	0
Si	2.71	-5.435	9.517	-0.009	0.018	-0.006
Si	5.425	-2.721	9.526	-0.013	0.024	0
Si	-8.175	0.008	9.521	-0.02	-0.003	-0.003
Si	-5.451	2.734	9.517	0	-0.004	0.001
Si	-8.15	5.439	9.508	0.01	-0.012	0
Si	-5.426	8.142	9.52	0.003	-0.003	-0.003
Si	-8.172	-5.451	9.535	-0.006	0.014	0.005
Si	-5.433	-2.751	9.538	0.014	-0.009	0.018
Si	-1.351	-1.378	10.875	0.009	-0.001	0.004
Si	1.381	1.356	10.883	0.011	-0.016	0.002
Si	-1.366	4.099	10.872	-0.017	0.006	-0.005
Si	1.34	-9.5	10.877	-0.007	0.003	0.001
Si	-1.349	-6.799	10.875	-0.003	-0.002	-0.004
Si	1.371	-4.081	10.898	0.002	0.001	0.012
Si	4.076	-1.359	10.886	0	-0.015	-0.003
Si	-9.527	1.357	10.885	0.011	-0.002	-0.007
Si	-12.232	4.087	10.864	0.004	-0.019	-0.013
Si	-9.51	6.787	10.885	0.004	-0.005	0.002
Si	-12.251	9.523	10.879	-0.01	0.013	-0.001
Si	6.789	-4.078	10.887	-0.005	0.015	-0.007
Si	-6.803	-1.357	10.865	-0.011	0.019	-0.012
Si	-4.092	1.378	10.887	-0.008	-0.003	0.008
Si	-6.81	4.079	10.885	-0.001	0	0.005
Si	-4.079	6.797	10.895	-0.009	-0.002	0.008
Si	-6.79	9.501	10.879	0.01	-0.005	-0.004
Si	-4.056	-4.114	10.877	0.015	-0.002	0
Si	0.016	-0.014	12.232	-0.008	-0.006	-0.002
Si	2.739	2.729	12.235	0.013	0.005	0.003
Si	-0.025	5.468	12.244	-0.003	-0.015	-0.002
Si	2.692	-8.146	12.242	-0.009	-0.01	0.001
Si	0.004	-5.443	12.242	0.002	0.012	-0.008
Si	2.732	-2.715	12.254	0.007	0.026	-0.007
Si	5.429	0.007	12.24	-0.004	-0.006	-0.009
Si	-8.172	2.708	12.237	-0.03	-0.027	-0.006
Si	-10.875	5.424	12.245	0.003	0.003	0.002
Si	-8.146	8.144	12.248	0.014	0.006	-0.008
Si	-10.894	10.883	12.249	-0.008	0.004	-0.002
Si	8.161	-2.708	12.23	0.006	0.011	0.002
Si	-5.456	0.009	12.235	0.006	0.008	-0.002
Si	-2.728	2.749	12.24	0.009	0.001	-0.008
Si	-5.448	5.434	12.242	0.002	-0.016	0.001
Si	-2.701	8.159	12.23	0.015	0.014	-0.004
Si	-5.407	-5.479	12.24	-0.012	0.006	0.001
Si	-2.702	-2.75	12.24	-0.021	-0.021	-0.001
O	-9.848	0.829	-1.178	0.215	-0.249	-0.01
O	-0.831	-3.346	-1.01	-0.038	0.193	-0.067
O	2.656	-2.363	0.045	-0.435	0.324	-0.199
O	2.491	-6.874	23.471	-0.252	-0.574	-0.003
O	2.779	1.619	25.377	-0.319	-0.033	0.205
O	-1.788	-1.776	22.85	-0.198	0.027	-0.199
O	0.422	6.955	-2.786	0.028	0.549	0.123
O	-8.07	2.206	0.262	0.177	-0.588	0.22
O	-0.245	8.008	21.967	0.016	-0.141	0.243
O	-1.528	0.402	25.494	0.502	-0.118	-0.507
O	1.777	1.303	21.12	-0.053	0.224	-0.044
O	2.466	-3.086	22.531	0.094	0.289	0.702
O	-8.641	0.805	21.479	0.113	-0.057	0.372
O	-0.402	0.341	22.196	-0.227	0.096	0.172
O	2.621	5.56	22.006	-0.154	0.15	0.406
O	5	-2.648	21.83	0.311	-0.119	0.248
O	-7.006	-1.193	20.882	0.171	-0.089	-0.38
O	-8.685	5.633	21.767	-0.002	-0.659	0.238
O	-8.175	4.828	24.147	-0.156	0.106	0.721
O	-3.341	-1.949	-4.726	0.264	-0.333	0.033
O	0.107	-2.851	24.439	0.572	0.305	-0.069
O	-4.326	6.82	22.351	0.318	0	0.044
O	-0.013	-6.94	24.207	-0.104	-0.052	0.51
O	-7.178	-0.974	-1.337	-0.167	-0.021	-0.042
O	-5.44	-2.666	-0.374	0.024	0.254	-0.514
O	4.75	5.616	23.609	0.12	-0.058	-0.263
O	-9.665	-3.828	-1.321	0.16	0.183	-0.428
O	4.355	-5.537	24.703	-0.004	0.319	-0.069
O	-2.278	-6.844	22.885	-0.264	-0.226	-0.091
O	-8.12	-1.918	-3.656	0.098	-0.358	0.144
O	-8.194	-5.224	-5.542	-0.065	0.013	0.625
O	-6.921	-5.372	23.418	-0.407	-0.152	-0.364
O	1.835	0.098	-2.77	-0.141	0.095	-0.368
O	-3.454	-7.038	-1.588	-0.088	0.012	-0.275
O	-4.294	-5.141	23.407	-0.271	0.364	0.045
O	-0.442	-5.485	-2.365	-0.205	-0.609	-0.227
O	-5.346	-7.463	23.743	0.302	-0.159	0.486
O	1.564	3.942	25.356	0.348	0.394	0.027
O	-9.94	3.438	-1.036	0.026	0.351	0.279
O	-5.08	-2.645	21.753	0.516	-0.142	0.558
O	-3.685	-4.487	-1.136	0.218	-0.002	-0.167
O	-0.312	2.614	26.539	0.098	0.079	0.164
O	-8.572	-2.207	26.349	0.43	0.422	-0.083
O	3.872	-1.284	23.795	-0.622	0.168	0.332
O	-6.862	-3.151	-6.533	0.513	-0.173	-0.052
O	-6.925	0.357	-3.65	0.022	-0.148	-0.207
O	-6.06	-0.605	23.221	-0.046	0.34	0.001
O	-9.543	2.738	23.143	-0.407	0.342	0.223
O	-3.686	0.27	-3.389	0.262	0.097	-0.52
O	4.163	-6.919	-1.534	-0.183	0.822	-0.041
O	-6.059	7.946	-2.561	0.252	-0.163	0.005
O	-2.819	-5.231	-3.465	-0.283	0.288	-0.353
O	-6.616	4.465	-6.56	-0.105	0.176	-0.527
O	-10.75	6.438	26.056	-0.123	-0.545	0.139
O	-6.874	6.919	23.122	0.056	0.183	0.257
O	-2.874	5.133	23.814	0.102	-0.482	0.153
O	-5.265	-1.052	-6.231	-0.13	0.522	0.333
O	2.127	5.025	-3.112	0.338	-0.017	-0.228
O	-10.821	0.482	22.821	-0.59	0.051	-0.005
O	3.947	-6.796	-4.225	0.372	0.396	0.05
O	-2.711	2.657	-2.665	-0.004	-0.335	-0.449
O	3.797	0.776	-1.21	0.148	0.045	-0.236
O	-10.048	-5.895	26.35	0.354	-0.258	-0.313
O	-6.035	5.481	-1.799	-0.253	-0.25	-0.105
O	1.571	-4.586	-0.892	0.257	-0.443	0.424
O	-7.686	-6.705	-3.565	-0.537	0.079	0.109
O	-7.327	1.937	-7.2	0.553	-0.016	-0.377
O	-4.206	1.23	-1.041	-0.169	-0.232	-0.092
O	-8.907	-4.049	24.554	-0.388	-0.205	0.249
O	-3.558	-2.79	-7.22	-0.507	-0.733	0.062
O	-9.907	-1.571	24.269	0.13	-0.117	-0.402
O	5.286	-1.486	-1.372	-0.052	-0.039	0.002
O	-8.304	6.565	-2.768	0.006	-0.292	-0.147
O	-5.96	0.393	25.62	0.018	-0.003	-0.25
O	-7.043	2.966	22.617	-0.281	-0.188	-0.157
O	-1.65	6.973	-4.293	-0.577	0.681	0.101
O	0.074	5.393	-5.68	0.485	0.037	-0.323
O	3.252	-0.855	21.295	0.411	-0.109	0.125
O	-1.865	7.291	-1.601	0.322	-0.009	0.132
O	1.548	-4.978	25.021	0.637	-0.308	0.247
O	-10.618	7.95	-3.059	0.197	0.508	-0.233
O	5.109	0.398	25.432	0.573	-0.029	-0.091
O	4.79	3.169	-3.114	0.024	-0.467	-0.274
O	4.888	4.284	-5.586	-0.48	0.356	-0.136
O	-9.416	7.107	23.868	0.306	0.322	0.196
O	-1.884	-4.301	23.536	0.38	0.015	0.008
O	3.387	-4.836	-5.924	0.606	0.404	0.416
O	1.036	-3.764	-6.043	-0.1	-0.329	-0.006
O	0.987	2.19	23.466	-0.245	-0.101	0.411
O	1.884	-2.516	-2.419	0.142	-0.077	-0.23
O	-9.085	3.685	-6.457	-0.306	-0.294	-0.225
O	1.644	-6.78	-5.501	-0.036	-0.13	0.135
O	4.552	8.146	24.404	-0.07	-0.136	0.281
O	-1.446	4.978	-2.658	-0.047	0.032	-0.419
O	3.815	-7.242	-6.879	-0.211	-0.341	-0.02
O	-0.423	-1.155	-2.407	-0.168	0.469	0.02
O	-7.831	7.368	-7.549	-0.064	-0.567	-0.12
O	-4.834	4.253	22.477	-0.444	0.157	-0.023
O	-5.356	-5.795	-2.768	-0.23	0.486	-0.175
O	-7.726	-0.684	-6.8	-0.36	-0.141	0.523
O	-10.72	5.489	-2.447	-0.082	-0.061	-0.642
O	-9.928	6.175	-6.481	-0.001	0.075	0.4
O	4.609	4.093	21.342	0.149	0.343	-0.286
O	-9.763	0.843	-7.113	-0.009	0.146	-0.571
O	4.983	1.667	-5.2	-0.16	-0.089	-0.234
O	-7.889	2.46	25.116	0.206	-0.574	-0.036
O	-4.223	4.769	-5.631	0.135	-0.429	0.529
O	-0.841	-3.616	-4.291	-0.155	0.178	0.373
O	-1.885	3.688	-5.722	-0.275	-0.446	0.291
O	-4.261	6.992	-0.474	-0.265	0.182	0.194
O	3.045	7.448	-2.888	0.104	-0.106	-0.007
O	-2.238	-2.266	25.322	0.071	-0.203	0.225
O	-9.372	-2.913	-5.789	-0.376	0.346	-0.52
O	-5.329	2.359	-3.092	-0.007	0.471	-0.097
O	-0.83	4.982	25.368	-0.013	0.026	-0.089
O	3.012	-2.512	-7.223	0.27	-0.084	0.099
O	0.388	2.852	-6.69	0.71	-0.066	0.217
O	-4.953	1.787	23.592	0.409	0.414	0.398
O	-2.967	6.248	26.21	-0.366	-0.176	-0.089
O	-9.053	-7.774	-5.557	-0.444	-0.019	0.629
O	-0.84	-6.215	-4.857	-0.289	0.08	0.046
O	-6.294	5.951	-4.364	0.042	0.15	-0.114
O	-0.277	7.954	-6.299	-0.107	-0.052	-0.152
O	-0.117	-6.013	-7.376	-0.542	0.338	-0.094
O	-2.927	-2.006	-2.194	-0.181	-0.565	0.011
O	2.12	2.619	-2.27	0.038	0.311	0.208
O	-2.782	-0.329	-6.77	0.012	0.69	0.308
O	-10.605	-2.822	-3.533	-0.528	-0.525	-0.223
O	-6.556	-7.222	-6.032	0.494	0.183	0.196
O	-3.625	4.544	-1.119	-0.173	0	-0.248
O	-5.415	6.811	-6.688	0.598	0.1	-0.055
O	4.048	-3.795	-1.666	0.105	-0.632	-0.096
O	-2.199	6.14	-6.692	-0.31	0.267	-0.229
O	-0.75	-1.885	-6.422	-0.084	-0.087	-0.029
O	2.229	-2.663	26.036	0.284	0.008	-0.137
O	-7.33	2.757	-4.726	-0.216	0.252	0.155
O	-5.559	-5.624	25.677	0.159	0.554	0.208
O	3.32	3.428	23.506	-0.025	-0.164	-0.082
O	-10.149	-0.6	-4.892	-0.091	0.25	0.425
O	-1.519	7.291	24.204	0.18	0.05	-0.156
O	-3.768	-0.37	24.415	0.181	-0.306	-0.317
O	2.781	3.062	-4.768	-0.114	-0.15	-0.304
O	-7.439	-2.832	22.873	-0.129	0.174	-0.024
O	4.222	-0.278	-6.742	-0.308	0.15	0.025
O	-5.438	-1.733	-3.142	-0.31	-0.492	0.014
O	-7.912	2.326	-2.286	0.203	-0.056	-0.022
O	5.377	-3.418	25.944	-0.266	0.456	0.4
O	0.298	3.304	-4.122	-0.314	-0.361	0.372
O	0.745	-5.105	22.504	-0.445	-0.126	-0.086
O	0.925	-1.581	-4.585	0.269	0.452	-0.314

Results
total energy: -104286.843 eV
total energy less fixed offsets of O -438.25, Si -107.07 eV per atom: -4.143 eV
